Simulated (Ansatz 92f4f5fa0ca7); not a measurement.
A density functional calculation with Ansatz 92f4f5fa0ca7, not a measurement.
Periodic cell of 195 atoms, Si117O78, from a study of silicon, its oxide and their interface. The atomic structure is a simulated model.

Settings: functional r2SCAN; potential files Ansatz norm-conserving; basis plane waves; wave-function cutoff 1300 eV; density cutoff ratio 4; exchange-correlation grid ratio 1; k mesh 2 x 2 x 1, shifted by 0.5 0.5 0.5 of a step; self-consistency stop 5e-08 eV per atom in the density residual; occupations Fermi-Dirac, 0.05 eV; spin none; net charge 0.

Cell vectors (angstrom)
a	11.5403	0	0
b	0	11.5403	0
c	-2.4854	4.9516	26.3403

Atoms: element, x, y, z (angstrom)
Si	8.5171	8.2772	-0.5373
Si	8.2446	2.0865	-0.6735
Si	-2.5579	5.3348	1.7226
Si	1.991	8.6374	0.1655
Si	1.6787	2.6734	-0.6166
Si	-0.0892	5.4405	1.9553
Si	5.5881	8.8187	-0.4468
Si	5.9453	2.1102	-0.9251
Si	5.9634	5.1407	-0.883
Si	0.1625	-2.3074	1.6794
Si	-0.2018	1.6925	1.6505
Si	1.8377	5.5788	0.5965
Si	4.0405	9.0437	1.3412
Si	4.0208	1.6185	1.3196
Si	3.9906	5.4333	1.6053
Si	9.3007	9.0942	1.5144
Si	8.9323	1.6036	1.5479
Si	8.2825	5.2328	-0.5007
Si	0.4457	-0.2862	2.8557
Si	0.3734	3.4666	3.1056
Si	0.4123	7.3883	3.1249
Si	4.1874	-0.4226	2.5903
Si	4.2381	3.444	2.8144
Si	4.3045	7.3352	2.8843
Si	8.37	-0.434	2.6598
Si	8.3288	3.4154	2.9476
Si	8.4446	7.3319	2.8724
Si	10.0974	-0.3558	4.2893
Si	10.0643	3.4271	4.5177
Si	10.09	7.3272	4.5286
Si	2.4114	-0.3369	4.1615
Si	2.4022	3.4338	4.2721
Si	2.4342	7.385	4.2808
Si	6.2575	-0.3843	3.9372
Si	6.2509	3.419	4.1148
Si	6.3495	7.3741	4.0787
Si	10.0893	9.3282	5.7273
Si	10.086	1.4685	5.7941
Si	10.0921	5.369	5.7995
Si	2.3857	9.3311	5.5867
Si	2.4036	1.5094	5.6636
Si	2.4779	5.4097	5.5158
Si	6.2805	9.3168	5.4524
Si	6.2861	1.4749	5.5323
Si	6.262	5.4104	5.3967
Si	0.5099	9.3417	7.0141
Si	0.4867	1.4507	7.1293
Si	0.6299	5.3623	6.8919
Si	4.3555	9.3089	6.8496
Si	4.3743	1.5456	6.9916
Si	4.4002	5.4692	6.8349
Si	8.1045	9.3625	6.9795
Si	8.1495	1.4709	7.1244
Si	8.0306	5.3445	6.9003
Si	0.4567	-0.4557	8.5851
Si	0.5866	3.5047	8.2964
Si	0.545	7.3121	8.1461
Si	4.3153	-0.4224	8.359
Si	4.4284	3.599	8.2706
Si	4.324	7.3947	8.2089
Si	8.1098	-0.4246	8.5911
Si	8.1284	3.505	8.3759
Si	8.0733	7.3312	8.1252
Si	10.0493	-1.0507	9.8916
Si	10.171	4.2499	9.3413
Si	10.0854	6.6144	9.0855
Si	2.4517	-0.4599	9.8641
Si	2.5156	3.5414	9.6762
Si	2.3849	7.3809	9.612
Si	6.1062	11.2234	9.8949
Si	6.2442	3.6184	9.802
Si	6.2193	7.5055	9.5919
Si	11.8155	8.3458	12.1758
Si	10.1262	10.7415	12.8839
Si	10.756	4.0679	11.5738
Si	2.3423	9.102	11.2843
Si	3.0704	1.5823	10.9095
Si	4.3085	6.1371	12.2483
Si	4.2645	8.4409	12.6154
Si	6.0092	9.2689	11.2234
Si	8.4764	4.6767	13.2865
Si	9.9402	8.1008	10.785
Si	13.2	2.3153	12.5946
Si	3.5691	4.0525	14.3487
Si	7.6151	8.8343	12.8977
Si	6.2139	2.6069	13.8381
Si	2.3808	5.5222	11.0646
Si	8.2577	6.692	12.051
Si	5.5283	1.6867	11.009
Si	6.3037	5.6982	11.0386
Si	10.8085	4.4755	15.0206
Si	2.7965	12.5611	23.8807
Si	6.8793	10.146	17.5031
Si	12.3831	1.3338	17.372
Si	5.7942	8.3412	15.3167
Si	0.9654	11.2911	19.9913
Si	5.952	4.3069	23.9287
Si	10.2877	1.5612	21.4605
Si	7.7616	5.6038	21.9564
Si	11.538	4.1035	17.9448
Si	9.7496	7.8599	22.8348
Si	8.7931	8.0335	18.4226
Si	6.0048	10.1368	20.5207
Si	0.5058	2.6901	23.6404
Si	3.7879	12.2041	21.0718
Si	5.0268	2.5006	18.7518
Si	6.7923	6.2934	17.2556
Si	8.8421	10.4955	21.8149
Si	11.9491	5.9267	12.5178
Si	3.0314	4.5035	24.0466
Si	11.4231	1.3037	14.5921
Si	2.749	3.6469	17.2927
Si	6.4285	7.3214	20.0199
Si	9.318	3.9814	19.8155
Si	7.6025	15.16	18.3199
Si	6.8853	1.4543	16.6216
Si	10.7601	8.8961	20.2361
O	6.9929	8.1179	0.0595
O	2.9474	1.9035	0.0719
O	0.3749	2.0113	0.1068
O	5.4601	1.6201	0.5541
O	5.1357	5.6531	0.4197
O	8.8898	6.738	-1.0709
O	10.2416	-0.2105	11.3566
O	11.2368	9.5703	13.202
O	10.2373	0.4248	13.938
O	8.6459	10.0934	13.0336
O	9.3695	3.6266	12.3851
O	4.1781	5.4182	13.7501
O	6.1982	1.6283	12.5442
O	6.186	5.6419	24.8518
O	1.2092	12.7679	23.5153
O	6.1434	2.8691	24.6785
O	8.7576	3.676	-1.038
O	6.4628	6.1585	21.136
O	8.9015	5.0056	20.9899
O	7.1693	4.4011	22.8588
O	6.2678	10.539	18.9608
O	1.7874	7.0268	-0.2577
O	3.6604	12.9427	22.5157
O	8.4856	6.8331	22.7354
O	5.291	1.1415	-2.0775
O	11.4379	12.2696	20.6951
O	5.5603	6.0355	-2.184
O	4.4554	4.3381	23.2319
O	6.0309	6.8237	15.9206
O	9.3062	12.0115	22.1984
O	2.3197	3.561	13.4249
O	8.3019	9.3912	17.6967
O	8.0215	2.3253	17.3992
O	7.1251	8.6736	14.447
O	9.4625	2.4626	20.4008
O	6.8983	1.8393	15.065
O	11.8068	5.4271	14.1434
O	4.5273	8.6016	14.3114
O	7.0045	3.9978	13.5076
O	10.7098	4.6129	19.2343
O	1.5757	4.4712	18.0657
O	11.0583	2.8824	14.764
O	7.9697	7.8389	19.8254
O	7.2733	10.4529	21.4701
O	5.9284	6.7888	18.5671
O	9.2551	4.8588	14.7057
O	5.4543	1.645	17.4131
O	1.0487	11.672	18.4177
O	2.2601	2.0933	17.062
O	11.8394	2.8299	11.8281
O	-0.6302	2.673	22.4852
O	10.9895	4.7878	16.5921
O	5.7829	9.3019	16.6405
O	12.7529	1.1631	13.6625
O	10.7143	7.8587	21.5014
O	11.7631	0.6622	16.0418
O	7.278	11.446	16.6603
O	6.9282	4.6803	17.256
O	4.6937	2.9029	14.2877
O	5.5549	8.5675	20.5653
O	10.3634	8.1233	18.8375
O	2.263	-2.0578	-1.2483
O	4.8311	10.994	21.1678
O	11.3635	2.4776	17.9293
O	6.3847	14.7037	19.3539
O	3.3438	3.8263	25.4967
O	0.6233	9.6955	20.1029
O	10.6197	7.3981	24.1182
O	2.3802	11.5363	20.6862
O	1.6827	3.8312	23.3954
O	9.1841	9.3998	22.9821
O	4.2703	1.6729	19.9025
O	9.6356	10.0521	20.4659
O	5.5167	3.6258	-1.2704
O	8.3442	6.8289	17.4254
O	3.0771	4.3222	15.8653
O	4.0336	3.6815	18.261
O	1.7775	4.2876	-0.4319

Results
free energy: -49986.163 eV
free energy less fixed offsets of O -463.61, Si -117.95 eV per atom: -24.433 eV
pressure: -1.56 GPa
stress xx, yy, zz, yz, xz, xy (GPa, positive in tension): 1.08, 2.51, 1.1, 0.06, -0.18, 0.87

Forces (eV/angstrom), in the order of the atoms: element, x, y, z
Si	0.274	0.0074	0.2582
Si	0.0843	-0.0462	-0.0256
Si	0.3495	0.0412	0.2326
Si	-0.302	-0.0937	-0.4875
Si	-0.1617	-0.0529	0.0539
Si	0.0979	-0.0573	-0.2631
Si	0.5008	0.2985	0.1704
Si	0.1947	-0.3436	-0.1559
Si	-0.0728	-0.0152	-0.3438
Si	0.0046	-0.1137	-0.2139
Si	0.2226	0.1409	-0.4946
Si	-0.8339	-0.0537	-0.9135
Si	-0.2078	-0.0448	0.0261
Si	-0.0932	0.2311	-0.343
Si	0.1833	0.2135	0.014
Si	0.0574	0.1372	0.0795
Si	0.0757	0.0544	0.1184
Si	0.3248	-0.1523	0.0618
Si	-0.0051	0.0512	-0.0001
Si	-0.1212	-0.0525	0.0492
Si	-0.0539	0.0828	0.3085
Si	0.0399	0.0371	0.0304
Si	-0.0861	-0.3755	0.0585
Si	0.0917	0.1131	0.2622
Si	0.0101	-0.0349	-0.1711
Si	0.0163	-0.0562	-0.0888
Si	-0.0533	-0.0391	0.1367
Si	0.0251	-0.0271	-0.0187
Si	0.0384	-0.1116	0.1036
Si	0.1037	0.1435	0.0048
Si	-0.1129	0.0066	-0.0169
Si	-0.0222	0.0367	0.0671
Si	-0.055	-0.1148	0.0514
Si	0.1283	0.0759	-0.1452
Si	-0.0186	-0.0082	-0.0206
Si	0.1724	0.0078	-0.0832
Si	-0.085	0.1088	-0.0106
Si	-0.0497	0.0122	-0.038
Si	0.116	0.0381	-0.1645
Si	0.0214	0.0277	-0.0797
Si	0.1518	0.0415	0.0627
Si	-0.0882	-0.0817	-0.0325
Si	-0.0629	-0.1059	-0.0669
Si	-0.0049	0.0678	-0.0037
Si	0.0065	-0.135	-0.1465
Si	-0.0164	-0.1392	-0.2097
Si	-0.0891	0.1229	-0.0871
Si	0.2707	0.0021	-0.1823
Si	-0.0437	0.037	0.0453
Si	-0.0796	0.0125	0.0208
Si	-0.0108	-0.1219	0.2018
Si	0.1435	0.0459	-0.105
Si	-0.0162	0.0208	-0.0945
Si	-0.1662	0.0482	-0.0175
Si	0.1017	-0.1682	-0.012
Si	0.2621	0.0044	-0.0009
Si	0.1412	-0.0998	-0.0083
Si	0.0246	0.022	-0.0862
Si	-0.1192	0.0916	-0.1379
Si	-0.0148	0.0956	0.0409
Si	-0.1184	0.0122	0.0494
Si	-0.0962	-0.0557	0.1136
Si	-0.2001	-0.16	0.1105
Si	-0.305	0.4303	0.7545
Si	-0.0734	-0.0945	0.1996
Si	0.2807	0.3251	-0.208
Si	0.035	0.006	0.1753
Si	0.1079	0.0897	-0.1574
Si	0.1625	-0.0916	0.0663
Si	-0.0501	-0.1087	-0.1573
Si	-0.0254	0.1368	0.0243
Si	-0.2064	-0.0335	-0.0482
Si	-0.6685	0.5357	0.3838
Si	-0.3095	-0.1849	0.1834
Si	-0.3238	-0.6589	0.0123
Si	0.1322	-0.0208	-0.1878
Si	0.092	0.2135	0.0575
Si	0.094	-0.7306	0.4786
Si	-0.0924	0.3067	0.5193
Si	0.2107	-0.0146	0.0015
Si	0.2312	0.0652	0.0295
Si	0.1116	-0.199	-0.0768
Si	0.2237	-0.2182	0.066
Si	-0.2645	0.1599	0.045
Si	0.0273	-0.2284	0.2731
Si	0.1363	-0.1216	0.0732
Si	0.0025	-0.0865	-0.1846
Si	-0.2276	0.5191	0.6548
Si	0.2496	-0.1206	0.6158
Si	-0.0911	0.1341	-0.3815
Si	-0.1682	0.0544	0.3153
Si	-0.3889	-0.2176	-0.9787
Si	0.1707	0.2026	0.0058
Si	0.0067	-0.2451	0.0572
Si	0.5722	0.0855	0.0803
Si	-0.0158	-0.1279	-0.2665
Si	0.1104	0.107	-0.3665
Si	-0.075	-0.0349	0.0137
Si	0.1045	0.0632	-0.1608
Si	0.1514	0.0501	0.2939
Si	-0.0685	0.0308	-0.21
Si	0.1644	0.192	-0.071
Si	0.0694	-0.0401	-0.0579
Si	-0.3033	0.0238	-0.28
Si	0.0272	-0.0709	-0.2684
Si	-0.0329	0.1086	0.0181
Si	-0.058	-0.1156	0.0122
Si	-0.0438	-0.003	-0.0701
Si	0.1409	-0.2575	0.8155
Si	0.1677	0.3193	-0.4349
Si	-0.0067	-0.1834	0.4932
Si	0.0202	-0.0864	0.3354
Si	-0.0761	-0.0058	0.1587
Si	0.2399	0.0612	0.3913
Si	-0.349	-0.3885	-0.0838
Si	0.0705	-0.2416	0.2521
Si	0.0541	-0.113	-0.1114
O	-0.5657	0.3263	-0.3544
O	0.1413	-0.0087	0.4474
O	-0.1465	0.0434	0.3451
O	0.2508	0.0951	-0.3783
O	-0.0988	-0.2415	-0.2064
O	-0.2547	-0.197	0.0062
O	0.0317	-0.6385	-0.4592
O	0.1358	-0.1992	-0.2637
O	0.1344	-0.0248	-0.2775
O	0.3959	-0.3129	-0.247
O	0.2292	0.3608	0.0506
O	-0.0112	0.1902	-0.271
O	-0.3057	0.3063	-0.3457
O	0.0352	0.3042	0.0586
O	0.2611	0.0682	0.262
O	-0.177	-0.1797	-0.0048
O	0.0617	0.0556	0.0005
O	0.2572	0.059	-0.0919
O	-0.2267	-0.0681	-0.0454
O	-0.1732	0.1201	0.1641
O	0.0636	-0.1787	0.0513
O	0.4429	0.1915	0.6076
O	-0.261	-0.0966	0.5146
O	0.0649	-0.0066	-0.0013
O	0.0382	0.015	0.3265
O	-0.073	0.0581	0.1641
O	-0.0214	0.061	0.3337
O	-0.0061	-0.0777	0.4259
O	-0.0655	0.1921	0.0412
O	0.2153	0.0665	-0.1769
O	0.077	-0.0917	0.0592
O	-0.2855	-0.2109	0.1222
O	-0.4165	0.2774	0.0535
O	-0.5376	0.1065	0.0582
O	0.0408	0.1913	-0.0956
O	-0.084	0.2027	-0.0782
O	0.0577	-0.0501	-0.5518
O	-0.0851	-0.2296	-0.6141
O	0.2625	-0.0476	0.0555
O	-0.1225	-0.2589	-0.2308
O	-0.1061	-0.3287	-0.2836
O	0.0534	0.0446	-0.0846
O	-0.1329	-0.0803	-0.2029
O	0.0481	-0.0594	-0.063
O	0.3471	-0.03	-0.0229
O	0.0917	-0.2837	-0.1693
O	0.2736	0.1948	0.0528
O	-0.0416	0.1745	0.2103
O	-0.1949	0.3237	0.0373
O	-0.1187	0.4933	0.2011
O	0.1812	-0.1733	0.1789
O	0.0535	-0.1842	-0.0777
O	0.0468	-0.1273	-0.1606
O	-0.1634	0.3542	-0.1663
O	-0.2553	0.2437	0.0354
O	0.0564	0.4117	-0.2114
O	-0.1633	0.0615	0.1168
O	0.0799	0.1945	0.1419
O	0.0169	0.1469	-0.0616
O	0.3082	0.0853	-0.1484
O	-0.2949	0.1153	0.2657
O	0.0883	-0.3093	0.0583
O	-0.0799	0.1031	0.0177
O	0.2686	0.1355	-0.2118
O	0.1508	0.0232	-0.4994
O	-0.1988	-0.319	0.1177
O	-0.2138	0.1933	0.0871
O	0.0803	0.0754	0.4
O	0.0792	0.1372	0.0744
O	0.0624	-0.1463	0.3202
O	0.065	-0.1123	-0.2024
O	-0.02	-0.1369	0.1097
O	0.0501	-0.1034	0.211
O	-0.4259	0.3233	0.1571
O	-0.2696	0.0181	0.1255
O	0.0488	-0.172	-0.2576
O	-0.0146	-0.1829	-0.1943
O	0.2462	-0.0917	0.0864
